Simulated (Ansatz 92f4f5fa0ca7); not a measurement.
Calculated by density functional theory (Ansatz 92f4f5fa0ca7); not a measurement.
Periodic cell of 221 atoms, Si132O88H1, from a study of silicon, its oxide and their interface. The atomic structure is a simulated model.
Doubt: the cutoff is far below the 930 eV that the study's wrapper takes by default for these files, so forces and energies are approximate.

Settings
functional: PBE
potential files: Ansatz PAW
basis: plane waves
wave-function cutoff: 580 eV
density cutoff ratio: 5
exchange-correlation grid ratio: 1
k mesh: 1 x 1 x 1, Gamma-centred
self-consistency stop: 5e-08 eV per atom in the density residual
occupations: fixed
spin: none
net charge: +1 e, with a uniform compensating background and no finite-size correction

Cell vectors (angstrom)
a, 10.938, 0, 0
b, 0, 10.938, 0
c, 0, 0, 32.2891

Atoms: element, x, y, z (angstrom)
Si, -0.1269, 0.1941, 24.7564
Si, 5.6838, -0.2774, 24.7274
Si, 2.424, 2.9932, 24.9051
Si, 8.5331, 2.4472, 24.586
Si, 0.1783, 5.2219, 24.9299
Si, 5.2877, 5.83, 24.8789
Si, 2.9219, 7.9467, 24.8482
Si, 7.8952, 8.3991, 24.9825
Si, 1.3349, 1.3718, 26.1882
Si, 6.8547, 1.3802, 25.9703
Si, 4.1296, 4.1267, 26.0874
Si, 9.5077, 4.0341, 26.1167
Si, 1.3643, 6.8142, 26.1958
Si, 6.7784, 6.8839, 26.3304
Si, 4.0664, 9.5918, 26.104
Si, 9.6042, 9.5748, 26.0945
Si, 2.7284, 0.0093, 27.5039
Si, 8.2059, 0.021, 27.4529
Si, -0.0371, 2.7359, 27.5367
Si, 5.4957, 2.7249, 27.4334
Si, 2.7617, 5.4509, 27.527
Si, 8.2032, 5.4489, 27.5152
Si, -0.005, 8.2125, 27.5029
Si, 5.3916, 8.2687, 27.5795
Si, 4.1018, 1.3673, 28.8708
Si, 9.5708, 1.3673, 28.8708
Si, 1.3673, 4.1018, 28.8708
Si, 6.8362, 4.1018, 28.8708
Si, 4.1018, 6.8362, 28.8708
Si, 9.5708, 6.8362, 28.8708
Si, 1.3673, 9.5708, 28.8708
Si, 6.8362, 9.5708, 28.8708
Si, 0, 0, 30.2381
Si, 5.469, 0, 30.2381
Si, 2.7345, 2.7345, 30.2381
Si, 8.2035, 2.7345, 30.2381
Si, 0, 5.469, 30.2381
Si, 5.469, 5.469, 30.2381
Si, 2.7345, 8.2035, 30.2381
Si, 8.2035, 8.2035, 30.2381
Si, 1.3673, 1.3673, 31.6053
Si, 6.8362, 1.3673, 31.6053
Si, 4.1018, 4.1018, 31.6053
Si, 9.5708, 4.1018, 31.6053
Si, 1.3673, 6.8362, 31.6053
Si, 6.8362, 6.8362, 31.6053
Si, 4.1018, 9.5708, 31.6053
Si, 9.5708, 9.5708, 31.6053
Si, 2.7345, 0, 0.6835
Si, 8.2035, 0, 0.6835
Si, 0, 2.7345, 0.6835
Si, 5.469, 2.7345, 0.6835
Si, 2.7345, 5.469, 0.6835
Si, 8.2035, 5.469, 0.6835
Si, 0, 8.2035, 0.6835
Si, 5.469, 8.2035, 0.6835
Si, 4.1018, 1.3673, 2.0507
Si, 9.5708, 1.3673, 2.0507
Si, 1.3673, 4.1018, 2.0507
Si, 6.8362, 4.1018, 2.0507
Si, 4.1018, 6.8362, 2.0507
Si, 9.5708, 6.8362, 2.0507
Si, 1.3673, 9.5708, 2.0507
Si, 6.8362, 9.5708, 2.0507
Si, 0, 0, 3.418
Si, 5.469, 0, 3.418
Si, 2.7345, 2.7345, 3.418
Si, 8.2035, 2.7345, 3.418
Si, 0, 5.469, 3.418
Si, 5.469, 5.469, 3.418
Si, 2.7345, 8.2035, 3.418
Si, 8.2035, 8.2035, 3.418
Si, 1.4096, 1.3542, 4.796
Si, 6.8088, 1.4109, 4.7785
Si, 4.0809, 4.1186, 4.8011
Si, 9.5826, 4.0913, 4.8086
Si, 1.3701, 6.8211, 4.8219
Si, 6.8666, 6.8274, 4.7388
Si, 4.0663, 9.6048, 4.7828
Si, 9.6279, 9.5065, 4.7118
Si, 2.7434, -0.0098, 6.2564
Si, 8.31, 0.0385, 5.9696
Si, 0.0891, 2.779, 6.1585
Si, 5.4598, 2.7793, 6.2097
Si, 2.7099, 5.4595, 6.2449
Si, 8.1903, 5.4508, 6.1621
Si, 0.0006, 8.1834, 6.2024
Si, 5.445, 8.2102, 6.0491
Si, 3.8416, 1.6718, 7.5171
Si, 9.9438, 1.0665, 7.2856
Si, 1.5608, 3.9066, 7.6704
Si, 6.5777, 4.4, 7.5278
Si, 4.3514, 6.6482, 7.4294
Si, 9.2383, 7.1122, 7.4473
Si, 1.1722, 9.7096, 7.5827
Si, 7.1227, 9.4063, 7.1235
O, 1.3184, 4.1344, 24.4193
O, 6.8376, 9.5271, 24.3948
O, 2.6847, 2.7384, 8.0442
O, 8.0386, 8.2001, 7.87
O, 5.4548, 5.5401, 7.9641
O, 0.0309, -0.0662, 7.9617
O, 4.1085, 6.8909, 24.3856
O, 9.681, 1.299, 24.2737
O, 1.6878, 9.0076, 9.0237
O, 0.899, 4.4069, 9.1249
O, 9.2197, 1.7674, 8.614
O, 6.6428, 10.1813, 8.596
O, 4.5345, 1.1679, 8.9465
O, 3.7637, 7.3555, 8.7865
O, 7.1795, 3.8528, 8.9643
O, 9.6403, 6.6577, 8.9727
O, 2.9049, 2.2661, 23.503
O, 5.0977, 0.1778, 23.2613
O, 8.1555, 2.9961, 23.0756
O, 10.3727, 5.7733, 23.5758
O, 8.2911, 7.4818, 23.69
O, 2.2544, 8.4843, 23.4464
O, 6.1645, 5.4609, 23.5205
O, 0.6374, 10.5864, 23.3884
Si, 3.0467, 8.4206, 9.7696
Si, 7.5386, 3.9834, 10.5436
Si, -1.1896, 3.8713, 15.9031
Si, 3.3789, 2.9552, 22.1069
Si, 7.0242, 0.6637, 19.7652
Si, 12.3019, -5.7535, 17.4617
Si, 2.6792, 9.4797, 20.2584
Si, 9.2652, 6.3085, 14.8144
Si, 2.6477, 11.1686, 17.6674
Si, -2.1206, 9.8858, 17.795
Si, 4.7496, 0.3711, 21.6866
Si, 9.3987, 12.4842, 10.2024
Si, 4.4078, 11.2403, 10.2997
Si, 3.3315, 1.7392, 12.8615
Si, 9.0496, 8.5102, 12.8926
Si, 0.9802, 9.1483, 22.6732
Si, -0.1427, 0.8969, 16.4342
Si, -1.1617, 0.2544, 13.8676
Si, 0.3399, 13.1171, 12.1564
Si, 5.5765, 5.0529, 22.0533
Si, 6.8736, 4.8913, 15.3543
Si, 5.2802, 4.2635, 12.7289
Si, 4.5857, 11.2671, 15.4378
Si, 4.0923, 6.6739, 20.0356
Si, 4.3868, 5.1146, 17.3402
Si, -0.8132, 7.0465, 17.8305
Si, 4.9585, 12.9959, 17.8306
Si, 3.1022, 6.3222, 12.1093
Si, 7.9122, 3.1301, 21.4601
Si, 9.5883, 7.0069, 22.866
Si, 9.6716, 5.4313, 20.4016
Si, 11.8478, 4.8589, 10.7143
Si, -3.5422, 9.9572, 14.9508
Si, 1.7199, 4.6779, 20.3467
Si, 7.1535, 10.7303, 9.9808
Si, 9.406, 6.5508, 10.5737
O, 8.3198, 5.371, 10.8928
O, 9.9025, -1.0288, 12.8393
O, 19.4273, 13.6247, 10.9178
O, 2.7904, 5.8683, 20.5586
O, -2.855, 4.047, 16.1784
O, -4.7258, 15.0571, 14.0633
O, 0.3051, 5.3143, 20.7811
O, 3.5201, 11.9481, 11.4147
O, -1.0996, 7.3451, 13.7098
O, -0.023, 6.161, 11.0518
O, 1.6809, 4.2779, 18.7729
O, 7.8783, 1.6597, 20.7413
O, 3.8779, 0.7959, 14.0484
O, 2.2496, 10.0624, 18.7854
O, 1.2996, 9.1553, 21.0677
O, 10.9258, 1.3895, 10.7347
O, 9.8372, 0.1831, 17.5202
O, 9.6928, 8.5694, 18.2426
O, 4.4294, 1.944, 21.3884
O, 2.9504, 18.6547, 11.2395
O, 6.5421, 3.9974, 21.2825
O, 9.0527, 3.9502, 20.6337
O, 3.7112, 8.2457, 20.0186
O, 0.8186, 6.7157, 17.8126
O, 3.4092, -0.4216, 21.265
O, 1.3431, 11.967, 17.0745
O, 1.7122, 12.8003, 12.9464
O, 0.3002, 3.7295, 11.721
O, 9.9082, 4.8071, 14.5455
O, 2.4422, 16.1068, 11.1427
O, -14.2447, 6.2027, 14.7297
O, 5.9768, 11.1719, 10.9569
O, -2.69, 11.2786, 14.4601
O, 10.8608, 10.9342, 15.0626
O, 5.5962, 5.3668, 16.2635
O, 4.4978, 6.2344, 18.5114
O, 13.7795, 5.2299, 16.6699
O, 9.0289, 6.5273, 21.4159
O, 3.4845, 10.5174, 16.3975
O, -0.3647, 8.2768, 22.8051
O, 5.3163, 6.3387, 21.0686
O, 5.8039, -0.6823, 15.0404
O, 2.0939, 3.3279, 21.1728
O, -3.2804, 8.8624, 13.7222
O, 2.2974, 6.614, 13.4948
O, 3.6309, 1.3029, 18.4032
O, 4.1602, 4.3377, 22.4239
O, 5.9604, -0.1208, 20.7167
O, -1.3424, 6.8321, 16.3109
O, 0.0801, 4.4361, 16.7891
O, -0.8708, 1.6784, 13.1276
O, 4.6174, 5.7541, 12.4736
O, -1.4983, 5.9768, 18.8721
O, 4.053, 14.1266, 12.8744
O, 6.2838, 1.5981, 18.6414
O, -2.9883, 9.5137, 16.4332
O, 10.0764, 2.2871, 15.9465
O, 8.8477, 7.9266, 11.3455
O, 15.6232, 3.6464, 17.9756
O, 4.0395, 9.7042, 9.9984
O, 8.6555, 0.0475, 10.5057
O, 6.1837, 3.8709, 11.4273
O, 7.8773, -0.518, 19.0186
O, 5.1509, 12.5823, 16.2429
H, 2.6211, 6.1929, 14.3074

Results
free energy: -133981.540 eV
free energy less fixed offsets of H -15.97, O -568.88, Si -635.61 eV per atom: -3.610 eV

Forces (eV/angstrom), in the order of the atoms: element, x, y, z
Si, -0.0431, 0.0991, -0.02
Si, 0.0409, -0.0705, 0.0326
Si, -0.0765, 0.0735, -0.0157
Si, 0.0522, -0.0665, 0.0859
Si, 0.0815, -0.0956, 0.0222
Si, -0.0667, 0.0348, 0.0038
Si, 0.1128, -0.0222, 0.0568
Si, -0.1398, 0.1171, -0.0673
Si, -0.0422, 0.0274, 0.0047
Si, 0.0356, -0.0408, -0.0497
Si, -0.0339, 0.0359, -0.0217
Si, 0.0531, -0.0402, -0.0227
Si, 0.0074, -0.0512, -0.0419
Si, -0.0747, 0.0507, 0.0219
Si, 0.0401, -0.0218, -0.0146
Si, -0.0082, 0.0249, -0.0257
Si, 0.0108, -0.0027, -0.0519
Si, -0.0229, -0.0044, 0.0234
Si, 0.0083, 0.0138, -0.0206
Si, -0.0098, 0.0186, -0.0153
Si, -0.0033, -0.0143, -0.024
Si, -0.0297, -0.0234, -0.0116
Si, 0.0023, 0.0057, -0.0244
Si, 0.0453, 0.0063, -0.051
Si, 0.2225, 0.0836, -0.274
Si, -0.251, -0.1259, 0.1506
Si, -0.0296, -0.0293, 0.1015
Si, -0.074, -0.219, -0.0848
Si, -0.2469, 0.0095, 0.4595
Si, 0.0559, -0.0656, -0.0421
Si, 0.0118, 0.0061, 0.0102
Si, 0.0866, 0.3902, 0.0323
Si, -0.0471, -0.0046, -0.0227
Si, 0.124, 0.0355, 0.0195
Si, -0.033, 0.0381, -0.0254
Si, -0.0146, -0.086, 0.0064
Si, 0.0686, 0.0307, 0.0146
Si, -0.0296, 0.0333, -0.0319
Si, -0.0206, -0.1284, 0.0367
Si, -0.0373, 0.0045, -0.0438
Si, 0.0116, -0.0384, -0.012
Si, -0.038, 0.0593, -0.0086
Si, 0.017, 0.0075, -0.013
Si, -0.039, -0.0092, -0.0411
Si, -0.0333, 0.0619, 0.0008
Si, 0.0194, -0.0194, -0.0154
Si, -0.0098, 0.0241, -0.0459
Si, 0.0357, -0.0268, -0.016
Si, 0.0349, -0.0463, 0.022
Si, -0.022, 0.0107, 0.0018
Si, 0.0013, 0.0394, 0.0139
Si, 0.0313, -0.0492, 0.0155
Si, -0.0148, 0.0213, 0.0138
Si, 0.0355, 0.0138, 0.0246
Si, -0.008, -0.0369, 0.0262
Si, -0.0355, 0.011, 0.0133
Si, 0.0148, 0.0911, -0.0255
Si, -0.0033, -0.0517, 0.0326
Si, -0.0142, -0.0404, 0.0412
Si, -0.0262, 0.0185, -0.0095
Si, 0.0516, -0.0267, 0.0297
Si, -0.0476, 0.0293, -0.0278
Si, -0.0078, 0.0453, -0.0396
Si, 0.0529, -0.0052, 0.0392
Si, 0.332, 0.0748, -0.187
Si, -0.1116, 0.1293, 0.0295
Si, 0.1953, -0.0683, -0.0386
Si, 0.0335, 0.1654, 0.0134
Si, -0.0149, 0.0129, 0.1771
Si, -0.1048, -0.0123, -0.0838
Si, -0.1855, -0.0105, 0.1465
Si, 0.1014, -0.1875, -0.5209
Si, -0.0487, -0.0175, -0.0002
Si, -0.0016, -0.0206, 0.0736
Si, -0.018, -0.0467, 0.031
Si, -0.0388, -0.01, -0.0077
Si, -0.0287, -0.0363, 0.0836
Si, -0.1855, -0.0961, 0.1059
Si, -0.0047, 0.0068, 0.0169
Si, 0.0946, 0.1475, 0.0824
Si, -0.0067, -0.0259, -0.0602
Si, 0.085, 0.0475, -0.2424
Si, 0.0517, -0.0069, -0.0066
Si, -0.0272, -0.0286, -0.0322
Si, 0.0061, 0.0337, -0.0734
Si, 0.0087, 0.0814, -0.0085
Si, 0.0355, 0.0403, -0.0273
Si, 0.0729, -0.0314, -0.051
Si, -0.0167, 0.0395, 0.2201
Si, 0.0451, -0.0107, 0.3798
Si, 0.0325, -0.1516, 0.1749
Si, -0.0272, 0.0391, 0.1469
Si, 0.0397, 0.0549, 0.0877
Si, -0.3613, 0.1813, 0.4131
Si, -0.1265, -0.0058, 0.1726
Si, 0.3016, -0.9108, 1.2172
O, 0.0032, 0.0187, 0.0558
O, 0.0428, -0.0416, 0.0556
O, -0.0397, 0.1255, -0.0725
O, -0.1163, 0.6841, -0.9617
O, 0.039, -0.0025, -0.0689
O, 0.045, -0.0738, -0.1192
O, 0.0097, -0.0231, 0.0453
O, 0.0279, -0.0471, 0.0242
O, 0.1106, -0.0478, -0.0223
O, 0.0325, -0.0373, -0.1617
O, 0.1121, -0.058, -0.2118
O, 0.3324, 0.0762, 0.2136
O, -0.0749, 0.0879, -0.2719
O, -0.0192, -0.0466, -0.0973
O, -0.0548, 0.0026, -0.2094
O, -0.0541, 0.0551, -0.2284
O, -0.0185, -0.0062, 0.0563
O, 0.0179, -0.004, 0.0374
O, 0.0044, 0.0059, 0.0053
O, 0.0067, -0.0028, 0.0102
O, -0.0038, 0.023, 0.0504
O, -0.0174, -0.0032, -0.0093
O, 0.0244, 0.0199, 0.0285
O, -0.0013, -0.0105, 0.0028
Si, 0.1748, 0.2784, 0.1285
Si, 0.0641, 0.0177, 0.1694
Si, -0.023, -0.0093, -0.0258
Si, -0.0085, 0.0235, -0.0963
Si, 0.0133, -0.0197, -0.0748
Si, -0.0052, 0.017, -0.0225
Si, 0.0314, -0.0109, -0.08
Si, 0.0092, 0.0422, -0.072
Si, 0.0035, 0.0191, -0.0472
Si, -0.0026, 0.0042, -0.0513
Si, 0.0003, -0.0344, -0.0894
Si, -0.1412, -0.2583, 0.04
Si, 0.2322, -0.3063, 0.1751
Si, 0.0422, -0.0347, -0.0833
Si, -0.1206, 0.0639, -0.2026
Si, 0.0198, 0.0191, -0.0992
Si, -0.0168, -0.0263, -0.0456
Si, -0.0444, -0.0545, -0.0925
Si, -0.0614, -0.0391, -0.0051
Si, -0.0333, 0.0083, -0.0999
Si, 0.0156, 0.0112, -0.0391
Si, -0.0405, -0.006, -0.0178
Si, 0.0485, -0.0356, -0.0749
Si, -0.0104, 0.0034, -0.0411
Si, 0.0035, -0.013, -0.0119
Si, -0.0072, 0.0142, -0.0486
Si, -0.0111, -0.0045, -0.0418
Si, 0.0466, -0.0046, 0.0186
Si, 0.0118, -0.0357, -0.1028
Si, -0.0138, -0.0106, -0.0906
Si, 0.0285, -0.0109, -0.0811
Si, -0.0214, 0.0146, 0.1357
Si, 0.0203, -0.0184, -0.1346
Si, 0.0047, 0.0011, -0.0325
Si, 0.5172, 0.0853, 0.3694
Si, -0.1138, 0.2225, 0.1735
O, -0.0448, -0.0924, -0.0366
O, 0.0272, 0.0163, 0.0575
O, 0.0018, 0.1051, -0.0402
O, 0.0061, 0.0054, 0.0166
O, 0.0066, -0.0104, 0.0003
O, 0.0135, 0.001, 0.0199
O, -0.0281, 0.0163, 0.0244
O, 0.0124, -0.0199, -0.0176
O, 0.0193, -0.0392, 0.0357
O, 0.0536, -0.0487, -0.0093
O, 0.0175, -0.0284, 0.0236
O, 0.0072, 0.0414, 0.0372
O, -0.0156, 0.014, 0.0194
O, -0.0004, -0.0325, 0.0504
O, -0.037, -0.0015, 0.0763
O, 0.0143, 0.0472, -0.0358
O, -0.0075, -0.01, 0.0151
O, 0.0078, -0.0086, 0.0025
O, -0.0047, 0.0089, 0.0165
O, -0.0149, 0.0542, -0.108
O, -0.0094, 0.0122, 0.0158
O, -0.0163, -0.0153, 0.0221
O, -0.0145, 0.0152, 0.0064
O, 0.0123, 0.0013, -0.0076
O, 0.0181, 0.0291, 0.0357
O, 0.0296, -0.0037, 0.0124
O, 0.0473, 0.0129, 0.047
O, 0.0169, 0.054, -0.0364
O, 0.0046, -0.0225, 0.0195
O, -0.0153, -0.0018, -0.0225
O, -0.0276, -0.0308, 0.0199
O, 0.1306, -0.0357, -0.2823
O, 0.0063, 0.0102, 0.0334
O, 0.0246, 0.0185, 0.0504
O, -0.0153, 0.0036, 0.0078
O, 0.0025, 0.0189, 0.0376
O, -0.0065, 0.002, -0.0009
O, -0.0058, 0.0467, 0.0734
O, -0.0251, -0.0007, 0.0331
O, -0.0138, -0.0168, 0.0145
O, 0.0323, -0.0434, 0.0496
O, -0.047, 0.03, 0.038
O, 0.0425, -0.0302, 0.0439
O, 0.0132, 0.0106, 0.1155
O, -0.0027, -0.0015, 0.0039
O, -0.0017, -0.0023, -0.0002
O, -0.0031, 0.004, 0.0167
O, -0.035, 0.0055, 0.042
O, 0.0195, 0.0178, 0.0618
O, 0.0148, 0.0162, 0.0076
O, 0.0255, 0.0329, -0.0103
O, -0.0294, -0.0129, 0.0034
O, -0.0139, -0.0301, 0.0504
O, 0.0237, 0.0019, 0.0091
O, 0.0365, -0.0195, 0.035
O, 0.0208, -0.0065, 0.0704
O, 0.0054, 0.0105, 0.0061
O, 0.2141, -0.2068, 0.0803
O, 0.0013, -0.0069, 0.0014
O, -0.2414, 0.021, -0.0631
O, -1.1457, -0.0654, -0.6078
O, 0.0421, 0.0047, -0.0314
O, -0.029, 0.0299, 0.0277
O, -0.0011, 0.0239, 0.0443
H, 0.0011, 0.003, -0.0069

The program warned: the cutoff lies below the one the program advises for these potential files; the exchange-correlation potential is rough where the density is thin.
